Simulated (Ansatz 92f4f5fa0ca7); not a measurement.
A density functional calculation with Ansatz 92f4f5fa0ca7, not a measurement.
Periodic cell of 220 atoms, Si132O88, from a study of silicon, its oxide and their interface. The atomic structure is a simulated model.
This geometry differs little from another in the collection (a relaxation step or a small displacement).

Settings: functional r2SCAN; potential files Ansatz PAW; basis plane waves; wave-function cutoff 800 eV; density cutoff ratio 5; exchange-correlation grid ratio 1; k mesh 1 x 1 x 1, shifted by 0.5 0.5 0 of a step; self-consistency stop 1e-10 eV per atom in the density residual; occupations fixed; spin none; net charge 0.

Cell vectors (angstrom)
a  10.888  0  0
b  0  10.888  0
c  0  0  32.0899

Atoms and the computed forces on them: element, x, y, z (angstrom), force x, y, z (eV/angstrom)
Si  -0.2873  0.7874  0.3226  0  -0.0011  -0.0017
Si  0.4599  0.8747  -1.8676  0.0012  -0.0005  0.0011
Si  -0.062  5.4563  -0.2071  0.0011  -0.0012  -0.0019
Si  3.1602  7.8484  0.0191  0.0014  0.0001  0.0003
Si  5.9185  -0.3831  0.0708  0.0007  0.0003  -0.003
Si  8.6708  2.3962  0.2592  -0.0006  -0.0006  -0.0026
Si  5.4035  5.673  -0.2874  -0.0007  -0.0014  -0.0014
Si  7.6613  8.7943  0.1844  -0.0003  -0.0001  0.0012
Si  1.5003  1.6171  1.6318  0.0012  0.0003  -0.0002
Si  3.7603  3.7318  1.5048  0.0002  0.0007  -0.0027
Si  1.4004  6.7567  1.1971  0.0001  -0.0013  0.0006
Si  4.1952  9.4999  1.3463  -0.0003  -0.0001  0.0016
Si  6.8916  1.3195  1.3918  0.0002  -0.0002  -0.0003
Si  9.6496  4.1462  1.4176  0.0012  0.0002  -0.0004
Si  6.7875  6.8529  1.3027  0.001  0.0004  -0.0008
Si  9.5568  9.7367  1.3314  0.0009  0.0007  -0.0013
Si  0.0439  2.8629  2.9383  -0.0009  0.0008  0.0004
Si  2.7748  -0.0306  2.7122  0.0007  -0.0001  -0.0009
Si  0.0408  8.2003  2.557  -0.0002  0.001  -0.0009
Si  2.6348  5.4062  2.7294  0.0009  0  -0.0007
Si  5.4443  2.6451  2.7323  0.0008  -0.0003  -0.0008
Si  8.1955  0.0189  2.8478  0.0001  0.0001  0.0004
Si  5.4548  8.1294  2.7788  0.0012  -0.0003  0.0007
Si  8.1735  5.4942  2.6544  0.0013  0.0003  -0.001
Si  1.3835  4.1677  4.2658  0.0012  0.0003  0.0004
Si  4.1248  1.2958  4.127  0  0.001  0.0003
Si  1.3662  9.5095  4.0244  0.001  -0.0006  0.0004
Si  4.0428  6.7737  4.0609  0.0006  -0.0004  -0.0005
Si  6.7958  4.1027  4.0188  0.0005  -0.0004  0.0006
Si  9.536  1.4105  4.16  0.0012  0.0004  -0.0003
Si  6.8269  9.4938  4.1342  0.0005  0.0002  0.0005
Si  9.556  6.8565  3.9985  0.0003  0.0005  0.0006
Si  0.0302  -0.0069  5.4268  0.0007  -0.0001  0.0004
Si  2.7631  2.6999  5.4775  0.0005  0  -0.0003
Si  -0.0377  5.5258  5.4838  0.0005  0.0003  0.0003
Si  2.7084  8.1526  5.4208  0.0004  -0.0004  0.0004
Si  5.4659  -0.0417  5.489  0.0004  0.0002  0
Si  8.1318  2.7647  5.4474  0.0003  0.0008  0.0007
Si  5.4338  5.437  5.4134  0.0012  -0.0001  0.0003
Si  8.2153  8.1563  5.4488  -0.0002  -0.0011  0.0006
Si  1.3745  1.342  6.8098  0.0008  -0.0004  0.0001
Si  4.1088  4.0777  6.8163  0.0002  0.0001  0.0002
Si  1.3498  6.8384  6.8235  0.001  -0.0004  0.0002
Si  4.0813  9.4906  6.8033  0.0012  0.0004  -0.0001
Si  6.8103  1.3617  6.809  0.0005  -0.0001  0.0002
Si  9.5025  4.1128  6.8  0.0001  0.0001  0.0003
Si  6.8117  6.7916  6.7778  0.0009  0  -0.0002
Si  9.5591  9.5356  6.8039  0.0002  -0.0002  -0.0004
Si  -0.0283  2.7128  8.1336  0.0012  -0.0003  0.0002
Si  2.7293  -0.032  8.1571  0.001  0.0003  0.0005
Si  0.0145  8.1859  8.1834  0.0002  0.0001  0.0001
Si  2.6953  5.4266  8.1524  0.0005  -0.0003  0.0006
Si  5.4536  2.7112  8.168  0.0009  -0.0002  0.0002
Si  8.1917  0.01  8.1531  0.0003  -0.0006  0.0004
Si  5.4597  8.1518  8.1595  0.0008  -0.0006  0.0004
Si  8.1488  5.4428  8.1651  0.001  0  0.0004
Si  1.3118  4.0562  9.511  0.0006  0.0004  0
Si  4.0685  1.353  9.4956  0.0007  0  0.0006
Si  1.3772  9.5216  9.5432  0.001  0  -0.0002
Si  4.0719  6.785  9.49  0.0008  0.0001  0.0006
Si  6.8359  4.042  9.5207  0.0005  0.0001  -0.0003
Si  9.5307  1.3611  9.5393  0.0004  -0.0002  0.0004
Si  6.8367  9.5385  9.5106  0.0006  0  0
Si  9.5166  6.8155  9.4986  0.0004  -0.0001  0.0004
Si  0.0156  -0.0006  10.8833  0.0003  -0.0002  0.0001
Si  2.6532  2.6579  10.8529  0.0008  -0.0003  -0.0005
Si  -0.0736  5.4167  10.8649  0.001  -0.0003  -0.0007
Si  2.7347  8.1441  10.8849  0.0009  -0.0001  0.0001
Si  5.4787  0.0478  10.8393  0.0004  -0.0001  0.0002
Si  8.1784  2.7012  10.941  0.0004  0.0004  -0.0003
Si  5.4332  5.3949  10.7954  0.0005  0.0008  -0.0002
Si  8.2118  8.1866  10.8831  0.0002  0  0
Si  1.3352  1.3035  12.3094  0.0001  -0.0003  0.001
Si  4.0577  4.0172  12.1077  0.0014  -0.0001  -0.0007
Si  1.3041  6.7584  12.1807  0.0002  0.0007  0.0001
Si  4.1465  9.5643  12.1548  0.0004  -0.0004  0.001
Si  6.7775  1.3819  12.3084  0.0009  0.0005  0.0011
Si  9.4941  4.0778  12.332  -0.0006  -0.0002  0.0018
Si  6.8065  6.7593  12.1059  0.0005  -0.0003  -0.0009
Si  9.5937  9.5481  12.2795  0.001  0.0006  0.0004
Si  0.0837  2.7958  13.6949  -0.0006  -0.0008  0
Si  2.7993  -0.0768  13.6016  0.0005  -0.0003  0.0007
Si  0.0555  8.1258  13.6294  0.0012  0  -0.0004
Si  2.7153  5.3784  13.4296  0.001  0.001  0.0005
Si  5.3358  2.7577  13.6212  -0.0005  0.0009  -0.0018
Si  8.1219  -0.0521  13.6201  0.0002  -0.0004  0.0006
Si  5.498  8.1539  13.4258  0.0001  -0.0005  0.0014
Si  7.9862  5.4178  13.6236  0.0004  -0.0003  -0.0004
Si  1.7766  3.8348  14.9191  0.0019  0.0009  0.0018
Si  3.8878  1.492  15.0051  0.0001  -0.0013  0.0025
Si  1.8442  9.1048  14.9081  0.0009  0.0001  0.0023
Si  4.0423  6.833  14.6073  0.0004  -0.0006  -0.0008
Si  6.1554  4.5404  14.9604  0.0007  0.0004  0
Si  8.9663  1.1238  15.4445  -0.0001  0.0001  0.0014
Si  7.0505  9.1617  14.8419  -0.0003  0.0001  0.0005
Si  9.2593  6.9717  14.8051  0.0003  0  0.0016
Si  26.1262  -40.0783  25.1917  -0.0005  -0.0001  0.0002
Si  11.0238  10.4478  17.2153  -0.0002  0.0003  0.0002
Si  4.402  0.5012  21.2238  0.0005  -0.0001  0
Si  12.0921  -12.8396  29.9221  0.0004  0.0003  -0.0017
Si  13.0346  -6.09  26.8713  0.0002  -0.0001  -0.0001
Si  10.6899  12.5375  19.2515  0.0005  -0.0001  -0.0004
Si  -27.6481  11.6127  26.4059  0  0.001  -0.0011
Si  2.4103  7.9893  23.0458  0.0004  0.0019  -0.0004
Si  13.1859  10.1245  25.4058  0.0003  0.0005  0.001
Si  17.1392  -9.1357  19.193  0.0004  0.0006  -0.0001
Si  11.1475  5.6523  16.9909  0.0007  0.0002  0.0005
Si  0.3575  -5.0659  23.0227  -0.0013  0.0006  -0.0005
Si  -0.3419  3.7763  25.3128  -0.0001  -0.0001  -0.0001
Si  9.0671  14.3828  27.79  0  0.0015  0.0001
Si  9.5449  -0.1644  21.6038  -0.0036  -0.0014  0.0003
Si  9.1827  -28.5504  18.543  -0.0004  0.0009  -0.0006
Si  1.2522  -24.8386  27.0931  0.0003  0.0002  0.003
Si  2.9554  -30.0294  22.7117  0.0006  0.0005  -0.0004
Si  -4.1571  9.8386  22.4269  -0.0007  0  -0.0002
Si  16.7944  -9.9888  29.3187  -0.0004  0.0002  0.0011
Si  48.9806  -11.2038  17.1956  0.0003  -0.0011  -0.0009
Si  9.3035  8.6121  27.3048  0.0001  -0.0002  0
Si  11.129  -18.4223  21.544  0.0001  0.001  0.0003
Si  -16.6854  18.3089  21.5054  -0.0014  0.001  -0.0003
Si  -28.8503  8.9612  19.3144  0.0001  0  -0.0004
Si  10.8807  -2.8837  21.3789  -0.0008  -0.0001  0.0003
Si  20.2857  7.6683  30.1827  -0.0014  0.0002  0.0024
Si  7.6515  -11.7463  25.3452  -0.0004  0.0002  -0.0005
Si  -2.8271  3.3343  21.0652  0  0  0.0009
Si  5.4208  15.3058  22.5251  0.0001  0.0007  -0.001
Si  -2.0063  22.37  28.4425  -0.0004  -0.0001  0.001
Si  21.2846  0.6661  24.5192  0.0002  0.0002  0.0005
Si  11.7543  -2.8872  18.6305  0.0003  0.0001  -0.0002
Si  0.9101  -18.0168  29.4385  0  0.0005  0.0006
Si  28.8134  -18.4392  16.7602  -0.0002  0.0005  -0.0016
Si  17.8888  3.6952  29.945  0.0014  -0.0002  -0.0004
O  -3.1277  4.0824  -3.5375  -0.0004  -0.0008  0.0017
O  -15.5088  -5.8625  -1.5356  0.0001  -0.0001  0.0002
O  -0.3292  -5.99  -7.9464  -0.0003  0.0001  -0.0002
O  4.2932  -4.0536  -0.653  -0.0002  -0.0006  -0.0007
O  7.1108  -23.2046  -8.1461  0.0001  -0.0003  -0.0002
O  14.5376  0.0975  -6.3442  0.0004  0.0004  0.0003
O  22.6239  -6.2949  -1.2612  -0.0003  0.0003  0.0008
O  -0.9148  17.0843  -16.0513  0.001  -0.0004  0.001
O  1.4535  -13.2514  -10.2294  -0.0005  0.001  0.0012
O  13.8655  7.9395  -16.7625  -0.0002  0.0005  0.0002
O  17.0084  -29.748  -14.0317  0.0006  0.0003  -0.0007
O  18.9257  -2.5667  -1.3479  0.0014  0.0009  0.0005
O  15.4253  15.2818  0.2297  0.0006  0.0003  0.0014
O  9.8418  0.9898  -2.439  -0.002  -0.0005  0.0009
O  14.8016  7.7652  22.5501  -0.0006  0.0014  -0.0014
O  1.1931  4.5726  16.2526  -0.0008  0.0004  -0.001
O  14.7134  -0.7513  20.4145  0.0003  -0.0002  0
O  29.9382  4.3594  17.3291  0.0003  -0.0007  0.0003
O  20.8606  11.5612  20.3059  0.0002  -0.0001  0.0003
O  -1.2171  10.9516  16.4737  0.0016  0.0003  0.0002
O  21.2438  14.6897  28.7149  0.0003  -0.0003  -0.0001
O  -12.8949  1.8996  27.4841  -0.0001  0  0.0012
O  -0.2629  -2.8262  26.5304  -0.0003  0.0002  -0.0002
O  12.2001  -0.9057  16.1981  0.0001  0.0005  0.0002
O  7.7555  1.9847  16.1397  0.0019  -0.0008  0.0004
O  23.8041  4.4059  28.4487  0.0001  -0.0007  -0.0002
O  18.3821  2.0797  20.1871  -0.0003  0.0004  -0.0004
O  35.8938  1.1806  22.0824  -0.0006  0.0004  -0.0011
O  5.3145  4.3229  24.165  -0.0004  0.0002  -0.0004
O  11.8042  32.7605  25.1576  -0.0004  0.0003  -0.0004
O  -10.2179  2.7251  20.1085  -0.0001  -0.0012  0.0002
O  -5.3912  5.8901  21.8467  -0.0012  0.0001  0.0018
O  2.7982  -8.2358  15.4662  0.0001  0.0002  -0.0004
O  7.387  -21.4468  28.9666  0.0002  0.0006  -0.0004
O  10.1219  2.1468  14.9517  0.0005  0.0003  0.0001
O  17.2485  0.3744  18.3421  0.0001  -0.0001  0.0007
O  12.6339  -15.2255  23.525  -0.0004  0.0003  -0.0002
O  29.9094  13.9669  30.9352  0.0006  0  0
O  27.2582  10.8615  22.3076  -0.0013  0.0016  -0.0002
O  6.3849  -1.1058  16.1824  0  0.0013  -0.0003
O  -0.6073  -36.5319  22.5208  0.0001  0.0007  -0.0001
O  13.4028  -12.6159  24.1347  -0.0001  -0.0003  -0.0008
O  4.5509  0.7831  16.3493  0.0007  -0.0001  -0.001
O  -1.8583  0.0036  25.1398  -0.0001  0.0002  -0.0007
O  9.8667  9.2043  21.2514  -0.0007  0.0016  0.0005
O  1.1435  -14.877  17.4888  -0.0006  -0.0004  0.0003
O  -1.1658  6.261  30.935  -0.0003  0.0029  -0.0013
O  -8.4454  -24.0256  30.884  0.0004  -0.0005  0.0012
O  13.1721  19.5398  18.9769  0.0002  0  0.0007
O  23.0535  7.8929  28.7013  -0.0002  -0.0004  0.0002
O  11.9575  3.8847  26.0863  -0.0003  0.0001  0.0002
O  12.2327  -8.0919  22.5958  0.0003  0  -0.0003
O  5.9412  -8.3923  29.6436  0.0003  -0.0009  0.0007
O  6.3494  -24.2288  21.7044  -0.0007  -0.0003  0.0006
O  10.4854  5.0096  18.3112  0.0006  -0.0003  -0.0008
O  9.5979  13.4276  18.4565  0.0007  0  0.0013
O  17.2983  -0.0079  25.967  -0.0003  0.0001  0.0009
O  -7.6605  -19.0519  24.2964  0.0003  0.0001  -0.0006
O  6.8499  -7.15  22.0739  -0.0003  0.001  -0.0005
O  26.2807  -1.4116  17.9473  -0.0003  0.0005  0.0005
O  -7.2725  -17.3237  26.2648  -0.0002  0.0004  -0.0006
O  10.3437  -10.5443  22.923  -0.0008  -0.0006  -0.0005
O  2.1326  -1.7984  26.6348  -0.0002  -0.0004  0.0012
O  5.0604  5.7419  15.4062  0.0005  0.0002  -0.0017
O  9.3336  -6.7335  26.3331  0  -0.0006  0.0006
O  10.6393  -2.2424  30.591  -0.0002  -0.0017  -0.0013
O  -5.7424  -30.3738  25.9651  -0.0002  -0.0007  0.0002
O  12.1484  -11.2661  29.5497  0.0003  -0.0014  0.0011
O  15.8321  0.6386  28.0354  0.0004  0.0037  -0.0004
O  13.5126  13.5512  33.0362  0.0003  -0.0007  0.0009
O  10.3499  -19.5083  24.7666  0.0002  0  0
O  7.9478  10.7037  21.8109  0.001  0.0011  0.0011
O  -1.3744  -7.851  21.8124  -0.0008  -0.0002  0.0001
O  11.534  0.7741  18.1831  -0.0005  -0.0001  0.0005
O  -5.9199  12.4866  20.1685  0.0005  0.0001  0
O  -2.4175  4.4676  19.9628  0.0006  -0.0008  0.0003
O  -2.8492  -2.1379  26.2969  0.0005  0.0001  0.0003
O  11.4172  4.9399  21.6627  -0.0002  0.0006  0.0006
O  1.2797  2.2184  29.7977  -0.0001  0.0001  -0.0007
O  32.4912  -1.7492  18.1125  0.0001  0.0001  0.0002
O  1.8309  6.3812  26.6587  -0.0002  0.0001  -0.001
O  -12.2465  -0.7532  27.8331  0  0  0.0001
O  -13.5854  -2.7932  15.3597  0.0006  -0.0007  0.0005
O  -17.2286  29.4352  19.9818  0.0005  0.0009  0.0007
O  0.1952  -25.3406  19.933  -0.0003  0.0005  0.0008
O  -1.7415  -14.1745  28.5766  0.0012  0.0004  0.0028
O  5.4296  10.9693  30.6407  0.001  0.0014  0.0004
O  4.0267  -18.0877  22.0255  0  0.001  0

Results
free energy: -134622.677 eV
free energy less fixed offsets of O -570.45, Si -639.56 eV per atom: -1.157 eV

The program warned: the cutoff lies below the one the program advises for these potential files; the forces do not sum to zero within the program's tolerance; empty levels may hold ghost states of the PAW files; the exchange-correlation potential is rough where the density is thin.
